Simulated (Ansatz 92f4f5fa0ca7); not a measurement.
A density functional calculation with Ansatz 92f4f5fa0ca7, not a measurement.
Periodic cell of 215 atoms, Si132O82B1, from a study of silicon, its oxide and their interface. The atomic structure is a simulated model.
Doubt: the cutoff is far below the 930 eV that the study's wrapper takes by default for these files, so forces and energies are approximate.
This geometry differs little from another in the collection (a relaxation step or a small displacement).

Settings
functional: PBE
potential files: Ansatz PAW
basis: plane waves
wave-function cutoff: 580 eV
density cutoff ratio: 5
exchange-correlation grid ratio: 1
k mesh: 1 x 1 x 1, Gamma-centred
self-consistency stop: 5e-08 eV per atom in the density residual
occupations: fixed
spin: none
net charge: -1 e, with a uniform compensating background and no finite-size correction

Cell vectors (angstrom)
a 10.938 0 0
b 0 10.938 0
c 0 0 31.5432

Atoms: element, x, y, z (angstrom)
Si 10.4371 0.571 24.3632
Si 6.0447 10.4966 24.168
Si 2.1335 3.2437 24.1042
Si 8.7061 2.2532 24.3254
Si 0.5048 5.047 24.1831
Si 5.0552 5.8902 24.2151
Si 3.3994 7.6446 24.1772
Si 7.8302 8.8222 24.0176
Si 1.3436 1.4782 25.4797
Si 6.9211 1.2971 25.5154
Si 4.029 4.0987 25.3472
Si 9.6701 4.0922 25.4406
Si 1.4996 6.8114 25.3849
Si 6.8978 6.9428 25.2702
Si 4.2323 9.5269 25.3631
Si 9.5286 9.6381 25.4579
Si 2.7837 0.0022 26.6655
Si 8.2237 -0.0287 26.9672
Si 0.0176 2.7691 26.9442
Si 5.4537 2.7324 26.6864
Si 2.7612 5.4381 26.8603
Si 8.2328 5.5178 26.6568
Si 0.0436 8.2072 26.672
Si 5.5534 8.1988 26.8247
Si 4.1158 1.364 28.0955
Si 9.5938 1.3687 28.2642
Si 1.3963 4.1219 28.2628
Si 6.8408 4.1283 28.0511
Si 4.1561 6.8219 28.1738
Si 9.6059 6.8474 28.0824
Si 1.396 9.5854 28.0687
Si 6.8504 9.5391 28.271
Si 0.0518 -0.0256 29.5481
Si 5.4503 0.0187 29.5295
Si 2.7754 2.7081 29.5462
Si 8.1731 2.7639 29.5112
Si -0.0048 5.5053 29.5359
Si 5.514 5.45 29.5291
Si 2.7442 8.2141 29.4812
Si 8.2559 8.1591 29.5567
Si 1.398 1.3544 30.9218
Si 6.8197 1.3815 30.895
Si 4.1343 4.088 30.9085
Si 9.5528 4.1207 30.8705
Si 1.3778 6.8626 30.8879
Si 6.8712 6.8038 30.9267
Si 4.0923 9.5751 30.874
Si 9.6064 9.5481 30.9196
Si 2.7481 -0.0271 0.7426
Si 8.1804 -0.0231 0.7079
Si -0.0217 2.7454 0.691
Si 5.4847 2.7357 0.7609
Si 2.7481 5.4828 0.7099
Si 8.2231 5.4297 0.7636
Si 0.0121 8.1772 0.7635
Si 5.4672 8.2137 0.6989
Si 4.1215 1.3383 2.0966
Si 9.5297 1.3733 2.0465
Si 1.3314 4.1343 2.0597
Si 6.8372 4.0987 2.1479
Si 4.1332 6.8389 2.0881
Si 9.5582 6.8178 2.1335
Si 1.3832 9.5451 2.1097
Si 6.8457 9.523 2.1196
Si -0.0704 -0.0316 3.3679
Si 5.474 -0.0315 3.502
Si 2.7154 2.747 3.3591
Si 8.195 2.6922 3.5118
Si -0.0199 5.4613 3.5281
Si 5.6179 5.6299 3.4878
Si 2.7614 8.1893 3.4979
Si 8.0671 8.0202 3.53
Si 1.2906 1.3664 4.683
Si 6.8419 1.3018 4.9226
Si 4.1195 4.1758 4.6326
Si 9.4854 4.1147 4.9033
Si 1.3566 6.8714 4.8973
B 6.8413 6.802 4.6593
Si 4.1652 9.5035 4.9029
Si 9.5142 9.5075 4.739
Si 2.6502 0.0164 6.0955
Si 8.2201 -0.1419 6.2699
Si -0.0521 2.675 6.1884
Si 5.3825 2.7771 6.073
Si 2.7501 5.4312 6.132
Si 7.9662 5.6128 5.9744
Si -0.0049 8.3027 6.2357
Si 5.7182 7.9838 5.9502
Si 3.4707 1.941 7.1502
Si 10.0228 0.8341 7.4444
Si 1.7633 3.6528 7.319
Si 6.2233 4.5619 7.3317
Si 4.6485 6.3162 7.1967
Si 9.1445 7.192 7.2741
Si 0.9013 10.168 7.5007
Si 7.3946 8.8637 7.4384
O 4.5858 6.687 8.8186
O 1.3983 3.964 8.9242
O 9.6876 6.4895 8.6951
O 1.2992 10.1329 9.1468
O 6.1194 4.2741 8.996
O 3.6692 1.6311 8.7561
O 7.0593 8.9496 9.09
O 9.6627 1.0865 9.0567
O 8.2471 2.5375 22.7589
O 11.002 5.5344 22.6522
O 5.6244 0.0791 22.6498
O 5.2948 5.3907 22.6449
O 2.1598 2.802 22.4909
O 3.3322 7.8511 22.5188
O 8.3812 8.7329 22.4306
O -0.1515 11.2228 22.7749
Si 2.1424 2.9723 12.862
Si 8.6703 1.3037 10.3182
Si 1.0511 4.4876 15.338
Si 7.5481 5.5884 12.18
Si 2.4197 8.173 21.2184
Si 5.4137 7.7923 12.4271
Si 9.2708 0.4506 15.4692
Si 2.9176 -0.0521 16.6521
Si 10.4488 1.1635 12.5784
Si 7.7654 2.8234 21.2489
Si 9.129 8.7737 14.4121
Si 1.4851 4.7861 10.3206
Si 4.4835 9.4766 19.1382
Si 11.077 6.0891 21.1272
Si 6.6148 10.4382 14.8238
Si 5.3896 0.7226 21.1856
Si 2.3397 9.8347 10.3733
Si 0.4327 10.632 21.4027
Si 5.8489 5.2501 21.1373
Si 3.6574 7.1037 10.0558
Si 9.0338 5.6879 14.8327
Si 3.6557 4.0824 19.0918
Si 10.0285 3.6556 19.323
Si 4.255 8.6569 15.3285
Si 0.4486 1.9043 17.1561
Si 6.7968 7.5282 19.2606
Si 5.255 3.6164 16.7358
Si 7.7823 5.008 17.5271
Si 6.6382 9.9229 10.3205
Si 4.3643 1.0833 10.0844
Si -0.049 9.0832 11.8523
Si 9.1033 8.6259 20.9612
Si 4.5456 1.6636 14.5668
Si 2.4486 2.0851 21.0591
Si 6.3351 3.3675 10.3249
Si 3.4259 5.9086 16.7186
Si 9.8785 6.5378 10.2974
O 0.1146 2.6144 18.5863
O 2.9266 9.6257 15.5703
O 10.8577 4.8027 20.1433
O 7.5652 2.4022 9.9009
O 10.9428 5.3669 10.7663
O 6.595 6.745 12.8431
O 10.3318 8.0717 10.7023
O 7.6609 9.4517 13.9704
O 8.4365 6.2336 10.9868
O 5.3517 10.4818 20.0734
O 2.1669 3.7588 11.4228
O 7.9801 8.5381 19.7712
O 6.2069 6.7276 20.5583
O 5.5026 2.7089 15.4043
O 1.3061 0.9269 20.7135
O 6.0423 9.0676 11.597
O 4.6164 4.9813 16.1053
O 6.5943 3.8969 17.6284
O 10.4902 10.6594 11.8191
O 5.5768 0.4965 13.982
O 8.014 5.1027 15.9342
O 9.754 9.8154 15.5171
O -0.4086 5.1459 15.1309
O 1.5731 6.8274 20.8076
O 1.5055 0.6293 17.1766
O 6.5999 1.759 20.8185
O 1.0006 1.7936 12.7973
O 3.2396 5.4919 18.3147
O 9.5019 2.0061 11.5578
O 1.0015 3.091 16.1828
O 8.5655 5.1383 13.3779
O 10.2462 8.5323 13.2463
O 1.4508 9.3952 21.6792
O 10.0778 9.932 20.6285
O 3.1751 0.2377 10.8763
O 5.0672 2.4015 10.7903
O 1.7208 4.138 13.91
O 7.9127 10.8506 10.7881
O 9.1311 4.4569 18.2281
O 5.636 9.4828 15.7462
O 5.5137 -0.003 9.73
O 3.5788 2.3075 13.3905
O 1.9722 5.6306 16.0416
O 9.7084 1.085 14.0297
O 4.4102 6.9361 11.4844
O 4.7498 4.4955 20.2146
O 9.9535 1.3122 16.6474
O 6.6843 4.3228 11.6161
O 5.5886 8.3998 18.5833
O 9.0714 2.7325 20.2731
O 3.6047 1.125 15.7787
O 4.2158 3.0751 17.9033
O 9.9218 7.2139 20.9042
O 3.348 8.6865 9.824
O 3.9281 7.4154 16.3475
O 7.6366 0.4622 15.684
O 8.923 7.3022 15.0374
O 3.9351 1.4384 21.1506
O 1.579 9.1631 11.6812
O 2.3512 6.1494 10.1224
O 7.3493 6.4499 18.1618
O 7.211 4.3541 21.1245
O 4.5402 8.2329 13.7634
O 3.3359 8.6507 19.9611
O 2.4936 3.2362 19.8779
O 3.7421 10.3497 17.966

Results
free energy: -130700.189 eV
free energy less fixed offsets of B -154.04, O -568.88, Si -635.61 eV per atom: 2.531 eV

Forces (eV/angstrom), in the order of the atoms: element, x, y, z
Si 0.0015 -0.0011 -0.002
Si -0.0008 0.001 -0.0021
Si 0.0006 -0.0016 -0.0022
Si -0.0013 0.001 -0.0021
Si -0.0013 0.0007 -0.0019
Si 0.001 -0.001 -0.0018
Si -0.0005 0.0007 -0.0021
Si 0.0008 -0.0008 -0.002
Si 0.0004 -0.0006 -0.0012
Si -0.0008 0.0005 -0.0015
Si 0 0.0001 -0.0008
Si -0.0002 0.0005 -0.0011
Si -0.0003 0.0003 -0.0008
Si -0.0001 0 -0.0002
Si -0.0001 0.0001 -0.0002
Si 0.0006 -0.0003 -0.0017
Si -0.0004 0.0001 0.001
Si -0.0002 -0.0005 0.0029
Si 0.0003 0 0.0023
Si 0 0.0004 0.001
Si 0.0011 0.0002 0.0019
Si -0.0009 0.0004 0.0011
Si -0.0004 -0.0001 0.0011
Si -0.0001 -0.0011 0.0014
Si 0 -0.0008 -0.0008
Si 0.0001 0.0006 0.0005
Si -0.0011 0.0005 0.0011
Si 0.0004 0.0011 -0.0014
Si 0.0009 0.0005 -0.0019
Si 0.0002 -0.001 -0.0009
Si 0.001 0.0004 -0.0014
Si -0.0005 0.0004 0.0007
Si -0.001 0.0008 0.0002
Si 0.0016 -0.0006 0.0008
Si -0.0005 0.0009 -0.0001
Si 0.0003 -0.0013 0.0013
Si 0.0013 0.0002 0.0005
Si -0.0009 0.0001 0.0001
Si 0.0001 -0.0014 0.0017
Si -0.0005 0.0014 -0.0003
Si 0.0005 -0.0005 -0.0004
Si -0.0007 0.0003 -0.0006
Si 0.0009 -0.0003 0.0001
Si -0.0003 0.0004 -0.0011
Si -0.0008 0.0004 -0.0005
Si 0.0007 -0.0009 -0.0006
Si -0.0007 0.0011 -0.001
Si 0.0001 -0.001 0
Si 0.0011 -0.001 0.001
Si -0.0015 0.0011 -0.0002
Si -0.0011 0.0008 0.0002
Si 0.0017 -0.0005 0.0005
Si -0.0005 0.0021 -0.0002
Si 0.0007 -0.0006 0.0007
Si 0.0008 -0.0018 0.0005
Si -0.0003 0.0009 0
Si -0.0007 0.001 -0.0011
Si 0.0006 -0.0015 0.0005
Si 0.0013 -0.0007 -0.0002
Si -0.002 0.0006 -0.0025
Si -0.0014 -0.0019 -0.0025
Si -0.0011 0.0025 -0.002
Si -0.001 0.0007 -0.001
Si 0.0005 0.0019 -0.0027
Si -0.0009 -0.0005 0.0038
Si -0.0009 -0.0002 0.0014
Si 0.0025 0.0011 0.0053
Si 0.0001 0.0001 0.0015
Si -0.0011 -0.0005 0.0025
Si 0.0023 -0.0006 0.016
Si 0.0005 0.0018 0.0015
Si -0.0059 -0.009 0.0161
Si -0.001 0 -0.003
Si 0 0.0001 0.0006
Si -0.0009 -0.0018 -0.0077
Si 0.0011 0.0006 -0.0002
Si -0.0009 -0.0008 -0.0003
B 0.0154 -0.0016 -0.0125
Si -0.0007 0.001 0.0005
Si -0.0001 0.0016 -0.0056
Si 0.0012 -0.0006 -0.0012
Si -0.0006 -0.0016 0.0005
Si -0.0008 -0.0007 0
Si 0.0024 0.0007 -0.0016
Si 0.0013 -0.0002 0.0017
Si -0.0051 0.0052 -0.0057
Si 0.0019 0.0016 -0.0001
Si -0.0013 -0.0005 0.0036
Si -0.0008 -0.0014 0.0032
Si -0.0004 0.0021 0.0022
Si -0.0015 0.0001 0.0019
Si -0.0002 -0.0009 0.0037
Si -0.0002 0.0031 0.0015
Si -0.0017 -0.0044 0.0016
Si 0.0012 0.0006 0.0034
Si -0.0025 0.0031 0.0017
O 0.0009 -0.0016 -0.0032
O 0.0008 -0.0009 -0.0035
O -0.0006 0.0016 -0.0048
O -0.0022 0.0002 -0.0044
O -0.0007 0.0021 -0.0053
O -0.001 0.0015 -0.0037
O 0.0012 -0.0015 -0.0038
O 0.0014 -0.0013 -0.0036
O 0.001 -0.0007 0.0029
O 0.0005 -0.001 0.0028
O 0.0008 -0.0011 0.0027
O -0.0009 0.0007 0.0027
O -0.0005 0.0013 0.0031
O 0.0009 -0.0007 0.003
O -0.0012 0.0004 0.0029
O -0.0011 0.001 0.0028
Si 0.0002 -0.0005 0.0016
Si -0.0009 0.0004 0.0027
Si -0.0001 0.0002 0.0006
Si -0.0001 0.0003 0.0014
Si -0.0004 0.0005 -0.002
Si -0.0002 -0.0001 0.0013
Si -0.0003 -0.0001 0.0008
Si -0.0004 0.0001 -0.0003
Si 0.0005 -0.0002 0.0014
Si 0 0.0006 -0.0021
Si -0.0006 0.0003 0.0009
Si 0.0008 0.0012 0.003
Si 0 0.0001 -0.0008
Si 0 0.0001 -0.0021
Si -0.0001 0.0002 0.0003
Si -0.0006 0.0002 -0.0019
Si 0.0014 -0.001 0.0023
Si 0.0005 -0.0004 -0.0014
Si 0.0003 -0.0001 -0.0023
Si -0.0007 0.0003 0.0021
Si 0.0003 0.0001 0.0009
Si 0 0.0003 -0.0011
Si 0 -0.0002 -0.0009
Si -0.0002 0.0002 0.0008
Si 0.0002 -0.0002 -0.0002
Si -0.0002 -0.0003 -0.0007
Si 0 0.0001 0
Si -0.0003 -0.0004 0
Si -0.0005 0.0007 0.0025
Si 0.0011 -0.0007 0.0023
Si -0.0006 0.0008 0.0014
Si 0.0002 -0.0002 -0.0019
Si 0.0003 -0.0002 0.0008
Si 0.0005 -0.0002 -0.0021
Si 0.0003 -0.0013 0.0034
Si 0 -0.0001 -0.0002
Si -0.0001 0.0001 0.0038
O -0.0003 0.0004 0.0004
O 0.0001 -0.0001 0.0001
O 0.0003 0.0009 0.0008
O 0 0.0001 0
O 0 0.0001 -0.0007
O 0.0001 -0.0001 -0.0004
O -0.0003 -0.001 -0.0009
O 0.0001 -0.0002 0
O 0.001 0.0004 -0.0011
O 0.0002 0.0008 0.0009
O -0.0005 0.001 -0.0015
O 0.0007 0.0002 0.0007
O -0.0002 -0.0005 0.0007
O 0 -0.0001 -0.0001
O -0.0002 -0.0002 0.0005
O 0.0005 0.0007 -0.001
O -0.0002 0 0.0002
O 0.0001 0.0001 -0.0001
O 0.0003 -0.0006 -0.0001
O -0.0001 0 0
O 0.0001 0.0001 -0.0001
O 0 -0.0002 -0.0003
O -0.0001 0.0001 -0.0002
O 0 0.0001 0.0004
O -0.0001 0 0.0001
O 0.0001 -0.0001 0.0005
O -0.0003 -0.0001 -0.0002
O 0.0001 -0.0003 0.0003
O -0.0008 -0.0001 -0.0012
O 0 0.0001 -0.0001
O -0.0005 0 -0.001
O 0.0007 0 -0.0011
O -0.0001 0.0001 0.0002
O 0.0001 0.0001 0.0004
O 0.0001 0.0002 -0.0007
O 0.0001 0 -0.0005
O 0.0002 -0.0004 -0.0007
O -0.0001 0 -0.0005
O 0.0004 -0.0002 0.0004
O -0.0001 -0.0001 -0.0001
O -0.0005 0.0003 0
O -0.0006 0.0003 -0.0005
O -0.0001 -0.0002 0
O 0.0005 0.0002 -0.0012
O -0.0006 -0.0001 -0.0011
O 0.0008 0.0004 0.0009
O 0.0001 0 -0.0002
O -0.0003 -0.0007 -0.0011
O 0 0.0001 0.0002
O -0.0008 -0.0002 0.0008
O 0.0001 0.0002 -0.0001
O -0.0002 0 0.0004
O 0.0001 0 0.0003
O -0.0003 0.0003 0
O 0.0001 0.0001 -0.0001
O 0 0 -0.0001
O 0 0 -0.0003
O 0.0001 0 0.0004
O 0.0001 0.0005 -0.0006
O 0.0001 -0.0005 -0.0001
O -0.0001 0.0006 0.0004
O -0.0001 -0.0004 0.0005
O 0.0004 -0.0003 -0.001
O -0.0007 -0.0004 0.0009
O -0.0003 -0.0008 0.0009
O 0.0004 -0.0004 0.0006

The program warned: the cutoff lies below the one the program advises for these potential files; the forces do not sum to zero within the program's tolerance; the exchange-correlation potential is rough where the density is thin.
